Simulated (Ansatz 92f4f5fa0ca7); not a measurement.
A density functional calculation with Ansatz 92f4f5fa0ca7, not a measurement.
Periodic cell of 223 atoms, Si132O90B1, from a study of silicon, its oxide and their interface. The atomic structure is a simulated model.
Doubt: the cutoff is far below the 930 eV that the study's wrapper takes by default for these files, so forces and energies are approximate.
This geometry differs little from another in the collection (a relaxation step or a small displacement).

Settings
functional: PBE
potential files: Ansatz PAW
basis: plane waves
wave-function cutoff: 580 eV
density cutoff ratio: 5
exchange-correlation grid ratio: 1
k mesh: 1 x 1 x 1, Gamma-centred
self-consistency stop: 5e-08 eV per atom in the density residual
occupations: fixed
spin: none
net charge: -1 e, with a uniform compensating background and no finite-size correction

Cell vectors (angstrom)
a	10.938	0	0
b	0	10.938	0
c	0	0	32.1988

Atoms: element, x, y, z (angstrom)
Si	10.5678	0.2404	24.8923
Si	5.7378	10.6769	24.7734
Si	2.4712	2.921	24.6623
Si	8.4077	2.4813	24.9014
Si	0.2627	5.1712	24.793
Si	5.1366	5.7619	24.7192
Si	2.917	8.0178	24.6675
Si	7.9294	8.4406	24.7644
Si	1.3305	1.3794	26.0516
Si	6.8432	1.2815	26.1797
Si	4.0402	4.1031	26.0076
Si	9.592	4.095	26.1436
Si	1.3589	6.8369	26.0555
Si	6.7573	6.8564	26.0552
Si	4.1279	9.5295	26.056
Si	9.4574	9.5772	26.174
Si	2.7274	-0.009	27.3653
Si	8.1416	-0.0671	27.6269
Si	0.0072	2.7177	27.5038
Si	5.4358	2.7412	27.387
Si	2.7232	5.47	27.4482
Si	8.1895	5.5298	27.4283
Si	-0.0677	8.1725	27.4477
Si	5.4929	8.2171	27.522
Si	4.098	1.3424	28.7621
Si	9.5773	1.3443	28.8525
Si	1.3458	4.1253	28.8288
Si	6.8221	4.1127	28.7499
Si	4.1061	6.8181	28.8135
Si	9.395	6.978	28.9218
Si	1.3509	9.5677	28.7447
Si	6.9455	9.3931	29.0257
Si	-0.0334	-0.0771	30.1798
Si	5.4781	-0.0433	30.1504
Si	2.7352	2.7222	30.1564
Si	8.1886	2.748	30.1412
Si	-0.0743	5.5155	30.1299
Si	5.5269	5.5034	30.1692
Si	2.7186	8.2096	30.1284
B	8.1922	8.185	30.1746
Si	1.3536	1.3325	31.5205
Si	6.8238	1.3674	31.4923
Si	4.1303	4.1072	31.5063
Si	9.5602	4.1079	31.5133
Si	1.3413	6.8443	31.478
Si	6.9981	6.9704	31.3709
Si	4.0833	9.5676	31.5182
Si	9.4174	9.3941	31.3533
Si	2.7343	-0.0081	0.7015
Si	8.2111	-0.045	0.589
Si	-0.0077	2.7274	0.6719
Si	5.4833	2.7302	0.6789
Si	2.7321	5.4914	0.6301
Si	8.1986	5.5028	0.646
Si	-0.0428	8.2024	0.6201
Si	5.516	8.1919	0.6181
Si	4.1293	1.3616	2.0505
Si	9.5534	1.3221	1.9971
Si	1.3769	4.1291	1.9999
Si	6.8557	4.1048	2.027
Si	4.1265	6.8333	1.9962
Si	9.5897	6.8283	2.0295
Si	1.3501	9.5341	2.0149
Si	6.8292	9.6	2.006
Si	-0.0132	-0.0367	3.361
Si	5.4971	0.0056	3.4475
Si	2.7714	2.7879	3.3426
Si	8.1953	2.6875	3.3994
Si	0.027	5.4734	3.4089
Si	5.4777	5.4662	3.3776
Si	2.7691	8.1992	3.3948
Si	8.2063	8.2274	3.342
Si	1.3887	1.3886	4.6038
Si	6.848	1.3521	4.8782
Si	4.1561	4.0866	4.7796
Si	9.5809	4.0687	4.7239
Si	1.4252	6.8266	4.787
Si	6.8272	6.8869	4.697
Si	4.1289	9.5731	4.8096
Si	9.5536	9.547	4.7627
Si	2.7439	0.108	6.0313
Si	8.2079	-0.06	6.2408
Si	0.0298	2.6689	6.0197
Si	5.4782	2.7281	6.2671
Si	2.8191	5.4756	6.16
Si	8.1777	5.4694	6.0059
Si	0.0197	8.1848	6.1219
Si	5.525	8.2209	6.203
Si	3.836	1.5723	7.5735
Si	9.8419	1.1362	7.4289
Si	1.6339	3.7948	7.2877
Si	6.6539	4.4179	7.4548
Si	4.4116	6.6326	7.5235
Si	9.3723	6.94	7.3696
Si	1.1404	9.917	7.2699
Si	7.1629	9.2233	7.6399
O	8.3086	8.0745	7.8771
O	2.7136	2.7291	7.946
O	9.5189	1.3947	24.3143
O	4.0097	6.8624	24.1588
O	0.0287	0.0213	7.945
O	5.5384	5.5178	8.0228
O	6.8438	9.5723	24.2004
O	1.356	4.0638	24.1967
O	3.8644	7.39	8.919
O	0.8221	4.3708	8.5897
O	9.8165	6.1721	8.777
O	2.1055	9.3891	8.4944
O	7.5058	3.9244	8.7899
O	4.2698	0.9254	9.053
O	6.7529	9.5414	9.2134
O	9.2144	1.8532	8.7854
O	7.6699	3.1621	23.5933
O	10.4917	5.8332	23.4631
O	5.0827	0.446	23.4349
O	5.8312	5.1135	23.3633
O	3.0932	2.2228	23.2787
O	2.2744	8.7592	23.3017
O	8.6114	7.7534	23.415
O	0.1799	10.382	23.5723
Si	4.39	1.5802	22.5038
Si	3.493	7.9331	14.0261
Si	7.1262	0.9625	14.6684
Si	0.9295	9.3687	22.5702
Si	1.1748	4.3082	11.8655
Si	6.2657	8.9679	15.3209
Si	0.6755	1.3633	12.2902
Si	8.6306	4.9569	20.5484
Si	0.3268	5.708	9.3373
Si	5.0981	3.1171	17.9445
Si	0.8815	3.7401	16.7421
Si	10.4034	2.8434	19.2421
Si	5.2805	1.1778	10.326
Si	0.8902	0.1698	19.8771
Si	6.6499	9.4557	10.844
Si	9.3448	9.6823	18.3336
Si	9.3918	9.2443	12.5667
Si	6.5603	3.8553	22.6356
Si	2.4441	8.0711	9.359
Si	10.5952	7.3678	17.0875
Si	2.5151	6.2945	16.5777
Si	10.1752	4.4893	14.1802
Si	6.1377	9.1895	18.5202
Si	7.973	2.5703	9.5548
Si	8.876	2.1449	12.4377
Si	5.3457	6.2441	18.0697
Si	3.9259	0.5618	19.4959
Si	4.2769	3.8301	12.0412
Si	5.5471	6.5998	12.1309
Si	8.0173	2.5013	17.229
Si	4.3605	2.4766	14.9648
Si	1.5427	1.207	15.2507
Si	1.5751	9.4089	12.0296
Si	8.0507	6.8499	13.8671
Si	10.3813	9.8329	15.4885
Si	9.8064	7.0157	22.5912
Si	8.119	5.4815	17.4402
O	6.0509	7.9546	11.2864
O	6.0174	9.2055	16.9
O	7.6815	1.3661	13.1961
O	0.8948	1.7413	13.862
O	9.4427	6.2438	16.905
O	6.7653	6.1987	13.1316
O	5.1347	4.6577	18.6058
O	9.2267	2.15	18.2888
O	2.371	0.1002	19.102
O	9.4171	10.2332	16.7698
O	2.7861	4.4264	11.7104
O	5.0688	10.3258	19.113
O	9.4202	3.2456	13.4802
O	0.4564	1.7615	19.9713
O	3.1576	1.3521	15.0545
O	8.1581	5.3754	19.0525
O	3.9017	6.5932	17.3847
O	4.5652	3.2765	16.3885
O	9.0624	5.6669	14.3215
O	5.4526	2.7652	22.1513
O	10.6743	4.1367	15.6753
O	0.3401	3.8549	18.277
O	10.4302	10.516	19.2271
O	9.6445	10.021	14.0298
O	10.9092	8.1236	22.1271
O	1.2014	2.1596	16.5215
O	9.7411	3.7569	20.4208
O	8.1427	4.0331	16.7042
O	-0.0395	9.1007	11.9057
O	6.5813	2.409	18.0009
O	5.5835	10.7104	11.1769
O	7.7517	9.5939	18.8423
O	10.0261	1.0193	12.0609
O	1.3158	6.9556	9.0678
O	0.6186	4.7681	13.3382
O	5.7033	7.6254	18.9831
O	5.2343	5.0824	11.5203
O	2.717	6.991	15.1171
O	0.9063	2.74	11.4622
O	0.8637	10.6799	15.5465
O	2.4102	8.5851	10.9026
O	4.6986	2.425	11.2644
O	4.2545	3.501	13.6754
O	2.1931	4.6878	16.4847
O	10.7002	8.2443	15.7031
O	6.9337	10.2947	14.6778
O	2.3458	8.9527	13.4172
O	8.0433	1.5286	15.9097
O	4.1354	6.9953	12.859
O	4.1778	2.0103	18.7334
O	7.312	4.4088	21.308
O	8.4111	2.92	11.0891
O	1.1899	6.8743	17.3643
O	5.6608	1.5775	14.7701
O	8.1312	9.7506	11.5892
O	9.2175	6.295	21.2525
O	8.9646	7.7126	12.8604
O	1.6511	0.1173	11.8735
O	6.6591	6.1506	17.0761
O	7.3913	7.801	15.0379
O	1.2168	10.281	21.243
O	10.0354	8.2029	18.3615
O	3.9641	0.8565	21.1009
O	0.3328	5.3258	10.9118
O	6.7033	1.5666	9.6349
O	4.7772	8.7143	14.6823

Results
free energy: -135250.615 eV
free energy less fixed offsets of B -154.04, O -568.88, Si -635.61 eV per atom: 3.145 eV

Forces (eV/angstrom), in the order of the atoms: element, x, y, z
Si	0.0103	-0.0024	-0.0254
Si	-0.0089	0.0113	-0.0173
Si	0.0044	-0.0077	-0.0044
Si	-0.0012	0.0149	-0.0097
Si	-0.002	-0.0008	-0.0058
Si	0.0011	-0.0117	-0.0328
Si	-0.0138	0.0087	-0.0174
Si	0.0087	-0.0042	-0.058
Si	-0.0044	0.0031	-0.0024
Si	0.0017	0.0038	-0.0094
Si	-0.0026	0.0044	-0.0014
Si	-0.0019	-0.006	0.0033
Si	0.0039	0.0022	0.0033
Si	0.002	-0.0056	0.0017
Si	-0.0019	-0.0037	-0.0025
Si	0.0082	-0.0046	-0.0008
Si	0.0037	0.002	0.0029
Si	-0.0037	-0.0047	0.0123
Si	0.0023	0.0087	-0.0034
Si	-0.0026	-0.0033	0.0025
Si	-0.0091	-0.0052	-0.0004
Si	0.0042	-0.0047	-0.0082
Si	-0.0002	-0.0066	-0.0059
Si	-0.0061	-0.0022	0.0027
Si	-0.0017	-0.0029	0.0063
Si	0.0044	-0.0035	0.0013
Si	-0.0051	0.0045	0.0092
Si	-0.0024	0.0064	-0.0078
Si	0.0082	-0.0003	-0.004
Si	-0.0656	0.0718	0.0642
Si	-0.0004	0.0007	-0.0072
Si	-0.0108	0.0185	0.0056
Si	-0.0039	0.0075	-0.0004
Si	0.0043	-0.0023	-0.0148
Si	-0.0042	0.006	-0.0092
Si	0.004	-0.0041	0.0055
Si	0.0113	-0.0091	-0.0077
Si	-0.0079	-0.0007	-0.0015
Si	-0.0014	-0.0049	0.0074
B	0.0848	-0.0974	-0.0985
Si	0.0008	-0.0032	-0.0064
Si	-0.0036	-0.0027	0.002
Si	0.0031	0.0008	-0.0037
Si	0.0007	0.0077	-0.0018
Si	-0.0065	-0.0002	0.0026
Si	-0.0173	0.0002	0.0272
Si	0.0037	0.0032	-0.0021
Si	0.0041	0.0216	0.0332
Si	0.0007	-0.0041	0.0016
Si	0.0054	0.0008	0.0033
Si	-0.0029	0.0018	0.0017
Si	0.0012	-0.0006	-0.0003
Si	-0.0022	0.0003	0.0014
Si	0.0039	-0.0014	0.0002
Si	0.0021	-0.004	-0.0011
Si	-0.0031	-0.0038	0.0038
Si	0.0003	0.0052	-0.0039
Si	-0.0081	-0.0081	-0.0039
Si	0.0068	0.0034	-0.0013
Si	-0.0034	0.0037	-0.0031
Si	0.0028	0.0005	-0.0015
Si	-0.0025	0.0075	-0.0056
Si	-0.0102	-0.002	-0.0028
Si	0.011	-0.0041	-0.0046
Si	0.0029	-0.0028	0.0007
Si	0.0003	0.0022	0.011
Si	0.0034	0.0018	-0.0069
Si	-0.0033	-0.0049	0.0059
Si	0.0039	-0.0024	0.0025
Si	-0.0051	-0.0065	0.0067
Si	0.0016	0.0026	0.0068
Si	-0.0015	0.0033	0.0119
Si	-0.0082	-0.0076	-0.0131
Si	0.0025	0.0027	-0.0071
Si	0.0075	0.0104	-0.0086
Si	-0.0066	0.0009	0.003
Si	-0.0026	0.0055	-0.0024
Si	0.008	0.0051	0.0124
Si	-0.001	-0.0065	-0.0006
Si	-0.0077	-0.0029	-0.0005
Si	0.0104	-0.004	0.013
Si	0.0058	-0.0059	0.0091
Si	-0.0038	0.0024	0.0141
Si	-0.0078	-0.0082	0.0084
Si	0.007	-0.0025	0.0155
Si	-0.0032	0.0112	0
Si	-0.0065	-0.0033	0.0064
Si	0.0069	-0.0026	0.0041
Si	0.0117	-0.0144	0.0183
Si	-0.0073	0.0157	0.0078
Si	-0.0205	0.0081	0.0065
Si	0.0118	0.0052	0.0192
Si	-0.006	0.0119	0.0003
Si	-0.0047	-0.0052	-0.0281
Si	0.008	0.0002	0.0196
Si	-0.0217	0.0065	-0.0085
O	0.013	0.0036	0.04
O	0.0121	0.0043	-0.0182
O	-0.0054	-0.0119	0.005
O	0.012	0.0018	0.0099
O	-0.0009	-0.0032	-0.0055
O	-0.0093	-0.0116	0.0005
O	0.0058	-0.0062	0.0211
O	0.0006	0.003	-0.0196
O	0.011	-0.0105	-0.0173
O	0.0154	-0.0269	-0.0166
O	-0.0103	0.0058	-0.0127
O	-0.0134	0.0122	-0.0277
O	-0.0117	0.0104	-0.0226
O	-0.0173	0.0075	-0.0306
O	0.0016	0.0029	-0.0419
O	0.0157	-0.0141	-0.0221
O	0.0148	-0.0113	0.0271
O	0.0041	-0.0036	0.0229
O	0.0182	-0.0235	0.0263
O	-0.0174	0.024	0.0311
O	-0.0127	0.0113	0.0251
O	0.0165	-0.0143	0.0227
O	-0.0269	0.0221	0.0372
O	-0.0187	0.0201	0.036
Si	-0.0024	0.0024	-0.0504
Si	0.0018	-0.0005	0.0023
Si	-0.0046	-0.0023	0.0007
Si	0.0018	0.007	-0.0458
Si	0.0061	-0.0134	0.0014
Si	0.0025	0.0021	-0.0038
Si	-0.0012	0.0002	-0.0086
Si	0.0072	-0.0108	-0.0209
Si	0.0037	0.0115	0.0352
Si	0.005	0.0056	0.0066
Si	0.0052	-0.001	-0.0015
Si	0.0016	-0.0034	-0.0053
Si	0.0054	0.0083	0.0229
Si	-0.0145	0.0139	-0.0132
Si	0.0063	-0.0099	0.0194
Si	-0.0044	-0.0063	0.0035
Si	0.0083	-0.0034	0.0011
Si	0.0089	-0.005	-0.0407
Si	-0.0035	0.0036	0.0327
Si	0.002	-0.0008	0.0041
Si	-0.0014	-0.0008	0.0083
Si	-0.0026	0.0035	-0.0007
Si	0.0044	-0.0067	0.0088
Si	-0.005	-0.0042	0.0323
Si	0.0061	-0.0067	0.0053
Si	-0.003	0.0017	0.0109
Si	0.0059	-0.0038	-0.0239
Si	-0.0029	0.0079	-0.0026
Si	-0.0027	-0.0073	-0.0052
Si	-0.0027	0.0011	0.0031
Si	0.0004	-0.0079	0.0033
Si	0.0036	-0.0032	0.0038
Si	-0.0112	0.0093	0.004
Si	0.0018	0.0011	-0.0037
Si	0.0032	-0.002	0.0035
Si	0.0086	-0.0122	-0.0363
Si	-0.0012	0.0033	-0.0096
O	0.0058	0.0156	-0.0001
O	-0.0001	0	0.0019
O	0.0066	0.0046	-0.003
O	-0.0037	0.0014	-0.0064
O	-0.003	-0.0026	-0.0011
O	-0.0085	0.001	0.0011
O	0	-0.0036	-0.0069
O	0.0086	0.0011	0.0007
O	-0.0014	0.0001	0.0021
O	0.0003	0.0006	0.0016
O	-0.0009	0.0013	0.0078
O	-0.0077	0.0088	-0.0019
O	-0.003	-0.006	0.0016
O	0.0049	-0.0033	-0.0055
O	0.0001	0.0017	0.0018
O	0.0047	-0.0043	0.0198
O	0.0021	-0.0002	-0.0057
O	0.0003	-0.0009	-0.0008
O	0.0008	-0.0003	0.0045
O	0.0002	-0.0002	0.0084
O	-0.0016	0.0002	-0.004
O	-0.0056	-0.0035	0.0035
O	0.0133	0.0052	0.0016
O	-0.0028	-0.0021	-0.0062
O	-0.0052	-0.0034	0.008
O	-0.001	0.0005	-0.0018
O	-0.0088	0.0119	0.0036
O	0.0016	0.0007	0.0015
O	0.0059	-0.0013	0.0071
O	-0.0016	-0.0006	-0.005
O	-0.0019	0.0083	-0.0002
O	0.0001	0.0011	-0.0075
O	-0.0018	0.0002	0.0078
O	0.0014	-0.0002	-0.0005
O	0.0065	-0.0001	-0.0034
O	0.0012	0.003	-0.0092
O	-0.0001	-0.0052	0.0076
O	0.0021	0.0022	-0.0037
O	0.002	0.0062	0.0056
O	0	0.001	-0.0009
O	0.009	-0.0142	-0.0244
O	0.0071	-0.0188	-0.0054
O	-0.0007	0.0076	-0.0096
O	-0.0009	-0.0009	-0.0014
O	-0.0007	0.0006	0.0017
O	0.0015	0.0016	0.0039
O	-0.0052	0.003	-0.0026
O	0.0008	-0.0006	-0.0012
O	0.0074	-0.0046	0.002
O	-0.0054	-0.01	0.0029
O	-0.0197	-0.009	0.0198
O	-0.0094	0.0026	-0.0234
O	-0.0001	-0.0001	-0.006
O	-0.0001	0.0017	0.0019
O	-0.0175	0.0014	-0.0027
O	0.0104	0.0206	0.0203
O	0.002	0.0051	0.0039
O	0.004	-0.004	0.0073
O	0.0021	-0.0005	-0.0007
O	0.0024	-0.0043	0.0001
O	0.0007	-0.025	0.032
O	-0.0007	0.0038	-0.0032
O	0.007	0.0147	0.0373
O	-0.007	0.0127	-0.0184
O	0.0066	0.0039	-0.0011
O	-0.0035	-0.0016	0.0011

The program warned: the cutoff lies below the one the program advises for these potential files; the exchange-correlation potential is rough where the density is thin.
